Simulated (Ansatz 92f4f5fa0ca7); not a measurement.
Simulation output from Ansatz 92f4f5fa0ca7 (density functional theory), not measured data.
Periodic cell of 237 atoms, Si146O90B1, from a study of silicon, its oxide and their interface. The atomic structure is a simulated model.
Doubt: the cutoff is far below the 930 eV that the study's wrapper takes by default for these files, so forces and energies are approximate.
This geometry differs little from another in the collection (a relaxation step or a small displacement).

Settings
functional: PBE
potential files: Ansatz PAW
basis: plane waves
wave-function cutoff: 580 eV
density cutoff ratio: 5
exchange-correlation grid ratio: 1
k mesh: 1 x 1 x 1, Gamma-centred
self-consistency stop: 5e-08 eV per atom in the density residual
occupations: fixed
spin: none
net charge: -1 e, with a uniform compensating background and no finite-size correction

Cell vectors (angstrom)
a  11.6015  0  0
b  0  10.938  0
c  0  0  32.0622

Atoms and the computed forces on them: element, x, y, z (angstrom), force x, y, z (eV/angstrom)
Si  -0.1856  -0.1068  23.2724  -0.0029  0.0059  -0.0021
Si  3.6984  0.2751  23.1265  0.0078  -0.008  -0.0094
Si  7.4356  -0.1267  23.4186  -0.0025  -0.0106  -0.0104
Si  1.6777  1.3931  23.4194  -0.0065  0.0058  -0.0045
Si  5.7227  1.5122  23.3054  -0.0018  0.0004  -0.0082
Si  9.4191  1.1488  23.2985  0.0043  0.0024  -0.0056
Si  0.1475  5.4083  23.4332  0.0038  -0.0031  -0.0063
Si  4.3478  5.4922  23.4271  -0.0091  -0.0025  -0.0064
Si  7.838  5.6118  23.7119  -0.0076  -0.0021  -0.0022
Si  2.2449  6.6086  23.3385  0.0077  0.0041  -0.0036
B  6.0852  6.678  23.5089  0.0052  -0.0033  0.0087
Si  9.8592  6.8359  23.6912  0.0047  -0.0022  -0.011
Si  1.9261  2.7267  25.3611  0.0031  -0.0003  -0.0006
Si  5.8185  2.7154  25.3474  -0.005  0.0037  0.0007
Si  9.6616  2.6241  25.2277  0  0.0005  -0.0038
Si  11.5925  4.0364  25.3444  -0.0041  0.001  0.0016
Si  3.9125  4.0702  25.296  0.006  0.0002  0.0032
Si  7.787  4.0208  25.4123  -0.0067  0.0049  -0.0011
Si  2.0025  8.1738  25.1581  -0.0067  -0.0001  0.0046
Si  5.8254  8.0043  25.1233  0.0021  -0.0025  -0.0092
Si  9.7254  8.2729  25.4953  -0.0006  0.005  0.0061
Si  11.6595  9.5599  25.2812  0.0023  -0.0056  -0.0006
Si  3.9403  9.548  25.0156  -0.0003  0.0001  -0.0048
Si  7.6717  9.4674  25.3542  -0.0052  -0.0026  -0.0038
Si  11.6759  -0.007  27.2124  -0.0003  -0.0008  0.0033
Si  3.9161  -0.0746  27.0725  -0.0014  0.0007  0.0035
Si  7.7601  -0.0465  27.2345  -0.0002  0.0008  0
Si  2.0115  1.328  27.2444  0.0003  -0.0002  -0.0007
Si  5.83  1.3012  27.2179  0.0027  0.0008  -0.0005
Si  9.7091  1.3036  27.1877  -0.0003  -0.0003  0.0043
Si  11.5947  5.4728  27.2248  0.0015  0.0007  -0.0023
Si  3.8572  5.4447  27.2203  -0.0001  -0.0041  -0.0015
Si  7.7266  5.4545  27.2839  -0.0028  -0.0009  0.0013
Si  1.9435  6.834  27.1456  0.0018  0.0024  -0.0019
Si  5.7802  6.8107  27.1753  -0.0001  -0.0029  0
Si  9.6602  6.8193  27.3349  0.0008  0  -0.002
Si  1.9653  2.7183  29.1655  0.002  -0.0001  0.0014
Si  5.8086  2.7169  29.1291  -0.0011  -0.001  0.0005
Si  9.6895  2.7166  29.1173  -0.0001  -0.0005  -0.0004
Si  0.0264  4.086  29.1405  0  -0.0008  0.0017
Si  3.881  4.0957  29.161  -0.0018  0  -0.0032
Si  7.7472  4.0821  29.1914  -0.0007  0.0007  -0.0009
Si  1.9503  8.1837  29.104  -0.0016  0.0002  -0.001
Si  5.8112  8.1756  29.1161  -0.0013  0.0029  0.0022
Si  9.6866  8.2007  29.235  0.0004  0.0029  0.0028
Si  0.0266  9.5578  29.1509  -0.0013  -0.0012  -0.0019
Si  3.8845  9.5505  29.0725  0.0003  -0.0004  -0.0015
Si  7.7441  9.5466  29.1762  0.0026  0.0001  0.0021
Si  0.015  0.0019  31.0864  0.0004  0.0012  0.0013
Si  3.8735  -0.0044  31.034  0.0007  0.0025  0.0011
Si  7.7394  0.0055  31.0894  -0.001  0.0002  0.0003
Si  1.9457  1.3682  31.102  -0.0007  -0.0007  -0.0014
Si  5.8045  1.3674  31.0638  0.0012  -0.0008  -0.0013
Si  9.6789  1.3629  31.0702  0.0001  -0.0018  0.0005
Si  0.0219  5.461  31.0757  -0.0004  0.0016  -0.0002
Si  3.8861  5.4734  31.0891  -0.0002  0.0018  0.0001
Si  7.7525  5.4645  31.1211  0.0004  0.0007  0.0006
Si  1.9516  6.8344  31.0537  0.0003  -0.0017  0.0012
Si  5.8182  6.8357  31.072  0.0002  -0.0013  0.002
Si  9.6918  6.8259  31.1502  0.0002  -0.0023  -0.0012
Si  1.946  2.7508  0.9749  0.0012  0.0001  0.0019
Si  5.8079  2.747  0.9279  -0.0009  0.0004  -0.0006
Si  9.6767  2.7341  0.9522  0.0003  0.0011  0.0019
Si  0.0008  4.1065  0.9469  -0.0013  -0.0017  -0.0014
Si  3.8798  4.1196  0.9695  0.0004  -0.0014  0
Si  7.7497  4.1114  0.9967  0.001  0.0001  -0.0005
Si  1.9426  8.2121  0.9283  0  0.0016  -0.0016
Si  5.8099  8.2242  0.9351  0.0007  0.0016  -0.0021
Si  9.681  8.2203  1.008  -0.0005  0.0025  -0.0001
Si  0.0117  9.5904  0.9761  -0.0007  -0.0002  0.0015
Si  3.872  9.5893  0.9352  0.0004  -0.0012  0.0016
Si  7.749  9.581  0.9663  0.001  -0.0009  0.0009
Si  11.623  0.0355  2.9157  -0.0001  -0.0001  0
Si  3.8681  0.023  2.8932  -0.0009  0.0005  -0.0001
Si  7.753  0.0214  2.8914  -0.0001  0.0002  0.0005
Si  1.9476  1.405  2.9201  -0.0003  -0.0002  0.0002
Si  5.8244  1.3673  2.8333  0.0001  -0.0016  0.0005
Si  9.6726  1.3867  2.9065  0.0002  0.0001  0.0001
Si  11.5774  5.5028  2.8571  -0.0005  0.0008  0.0011
Si  3.8902  5.5006  2.902  0.0005  -0.0002  0.0005
Si  7.7474  5.5148  2.9218  -0.0001  -0.0008  0.0005
Si  1.925  6.826  2.8472  0  -0.0007  0.0013
Si  5.8216  6.8673  2.8679  0  -0.0002  0.0011
Si  9.6723  6.9011  2.9717  -0.0002  -0.0002  0.0008
Si  1.924  2.8363  4.8206  0.0006  0.0008  -0.0022
Si  5.8478  2.7196  4.7492  -0.0001  0.0016  -0.0009
Si  9.6068  2.7957  4.8223  -0.0003  0.0011  -0.0017
Si  11.5502  4.1364  4.7702  0.0004  -0.0016  -0.0015
Si  3.9323  4.0988  4.814  -0.0003  -0.0014  -0.0008
Si  7.726  4.2057  4.8874  -0.0004  -0.0007  -0.0008
Si  1.9011  8.1516  4.7905  -0.0014  0.0024  -0.0005
Si  5.8198  8.2632  4.7738  0  0.0008  -0.0011
Si  9.6751  8.3233  4.9107  -0.0001  0.0018  -0.0019
Si  11.6462  9.6583  4.8854  -0.0006  -0.001  -0.0014
Si  3.8299  9.4926  4.7706  -0.0003  -0.0018  -0.0015
Si  7.7353  9.6785  4.8824  -0.0008  -0.0009  -0.0013
Si  11.6073  0.2363  6.7746  0.0002  -0.0012  0.0016
Si  3.7595  -0.0509  6.6384  -0.0002  0  0.0032
Si  7.7224  0.0453  6.9113  -0.0011  -0.0016  0.0025
Si  2.0611  1.5127  6.7589  -0.0009  0.0002  0.0021
Si  5.7239  1.2705  6.6272  0  0.002  0.0007
Si  9.6518  1.5209  6.8196  -0.0004  0.0006  0.0037
Si  11.5372  5.502  6.6854  -0.0012  -0.0004  0.0031
Si  3.9966  5.429  6.7764  -0.0004  0.0001  0.0031
Si  7.7478  5.6739  6.8283  -0.0011  -0.0011  0.0018
Si  1.99  6.6413  6.6354  0.0012  0.0002  0.0023
Si  5.8222  6.9786  6.7326  0.0002  0.0016  0.0017
Si  9.7656  7.0429  6.9103  0.0009  0  0.0031
O  10.0059  7.9726  8.3053  -0.0011  -0.0021  -0.0031
O  7.6703  9.9236  8.23  0.0005  0.0014  -0.0025
O  7.3987  4.7606  8.1833  0  -0.0001  -0.0043
O  3.3653  10.3306  8.1839  0  0.0017  -0.0039
O  2.0547  7.5386  8.0216  0.0003  -0.0014  -0.004
O  4.0236  4.5842  8.2371  -0.0005  0.0025  -0.0024
O  9.7783  2.4595  8.2065  -0.0004  -0.0017  -0.0026
O  2.6373  2.3338  8.13  -0.0003  -0.0001  0
O  11.4069  4.5741  8.0595  0.0007  0.0022  -0.0032
O  5.3829  2.3504  7.8413  0.0009  -0.0002  -0.0007
O  5.8215  7.9735  8.0833  -0.0003  -0.0022  -0.0026
O  11.3142  10.3259  8.1612  0.0004  0.0014  -0.0027
O  11.3873  9.9219  21.8455  0.0013  -0.0001  0.001
O  3.4215  10.9692  21.4764  0.0155  -0.0098  -0.0013
O  6.3545  7.2778  22.209  -0.0037  -0.0081  0.016
O  4.3386  4.5856  21.9912  -0.0043  0.0072  0.0103
O  7.1724  9.8453  22.0765  -0.0122  -0.0042  0.0034
O  9.8473  7.8172  22.3372  0.001  -0.0032  0.0044
O  1.6244  2.4453  22.1295  -0.002  -0.0001  -0.0003
O  5.9689  2.4927  21.9603  -0.0018  -0.0028  0.0073
O  8.2688  4.8115  22.2934  0.0036  0.0035  0.0154
O  -0.1162  4.4711  22.0595  -0.0027  0.0066  0.0058
O  2.4508  7.3818  21.8718  -0.0017  -0.0023  0.0075
O  9.1884  1.9039  21.8376  0.0002  -0.001  0.0046
Si  1.9276  7.7793  9.5994  0.0002  -0.0001  0.0041
Si  5.0942  0.5126  17.7603  0.0025  0.0042  -0.0004
Si  2.5036  5.4352  14.0056  0  0.0008  0.0007
Si  10.5595  3.888  14.0332  -0.001  -0.0005  0.0013
Si  8.254  2.4099  15.2194  0.0035  -0.0011  0.001
Si  9.622  2.358  20.3437  0.0006  -0.0032  0.0005
Si  10.518  3.6536  9.0567  -0.0011  -0.0001  0.0042
Si  0.0304  2.327  11.5584  0.0009  0.0006  0.0031
Si  11.0715  8.1384  15.4006  -0.0001  0.0009  0.0003
Si  5.162  6.9262  14.0472  0.0005  -0.0004  0.0014
Si  5.7852  2.6114  11.1177  -0.0005  0.0008  0.0038
Si  8.4977  7.7852  19.4232  -0.002  0.0023  0.0003
Si  8.0948  4.9399  20.6928  0.0049  0.0001  -0.012
Si  5.9774  9.6053  15.2178  0.0008  -0.0008  0.0011
Si  1.8737  7.631  20.3743  -0.0016  0.005  -0.0027
Si  1.9507  4.9667  18.8121  0.0003  0.0003  -0.0007
Si  4.4617  3.366  18.1191  -0.0011  0.0004  0.0018
Si  8.5744  8.9939  16.8376  -0.0011  0.0015  0.0008
Si  0.8541  9.4914  13.2941  -0.0003  -0.0005  0.0018
Si  9.9242  10.6557  11.7279  0.0001  0  0.0026
Si  5.3727  3.7345  21.0594  0.0015  -0.0075  -0.0056
Si  0.6094  5.4907  16.2649  0.0004  0.0013  -0.0011
Si  10.793  9.1512  9.1441  0.0011  0.0009  0.0045
Si  6.3789  8.6182  21.3322  -0.0082  0.0259  -0.0267
Si  7.119  7.1085  11.5151  0.0003  -0.0001  0.004
Si  2.6798  0.7429  12.1916  0.0001  0.0006  0.0025
Si  10.7037  8.5782  21.1877  -0.0041  0.0023  -0.0046
Si  5.9765  4.27  15.6868  -0.0005  0.0004  -0.001
Si  7.0863  0.4768  12.9597  0.0002  -0.0006  0.0016
Si  4.0811  2.9813  8.5962  0.0003  -0.0032  0.0024
Si  0.8865  6.7589  11.8919  -0.0003  -0.0003  0.0026
Si  6.5658  9.0432  9.0749  0  0  0.0033
Si  0.6906  3.3566  21.172  0.0019  -0.0058  -0.0035
Si  9.8134  6.5512  12.892  0.001  -0.001  0.0017
Si  7.7359  4.5459  9.7583  0.0003  -0.0003  0.0038
Si  3.7617  9.926  20.2666  0.0065  -0.0096  0.0145
Si  4.2805  3.0338  13.518  0.0002  -0.0004  0.0016
Si  3.8513  10.0133  9.7124  -0.0006  -0.0011  0.0039
Si  8.1076  0.8619  18.0245  -0.0016  -0.0029  -0.0033
O  11.5082  3.2595  12.8782  0.0005  -0.0015  -0.0024
O  9.3619  4.4855  9.8727  0.0008  -0.0002  -0.0014
O  8.9694  3.7843  19.9623  -0.0006  0.0011  -0.0025
O  4.2964  -0.3358  18.8868  -0.0009  -0.0005  0.0043
O  11.3221  4.522  15.3162  0.0008  0.0001  -0.0001
O  9.8747  9.7888  10.3376  0  -0.0006  -0.0026
O  3.7735  1.5415  13.104  -0.0001  -0.0001  -0.0004
O  0.7024  9.0559  14.8569  0.0001  0.0001  -0.0005
O  6.5263  1.0175  18.3876  -0.0021  -0.0002  -0.0006
O  4.6798  3.1194  19.7141  -0.0001  -0.0001  -0.004
O  6.2645  1.1548  11.7108  -0.0002  0.0003  -0.0008
O  0.5582  8.6293  9.8543  -0.0006  0.0002  -0.0013
O  5.6371  4.1741  17.284  0  0  -0.0003
O  8.4614  7.254  12.3974  -0.0012  0  -0.0019
O  4.4312  2.6682  10.1697  -0.001  -0.0001  -0.0024
O  2.0954  5.57  15.5732  0.0001  0  0.0006
O  3.365  0.0795  10.8802  0.0009  -0.0004  -0.0013
O  5.9131  7.1676  12.6098  0.0017  0.0004  -0.002
O  2.3014  6.4892  19.2853  -0.0011  0.0003  -0.0022
O  0.6798  4.9261  17.7823  0  0.0001  -0.0007
O  8.4287  10.6842  12.3759  0.0004  -0.0001  -0.0008
O  5.4699  10.0837  9.675  0.001  -0.0001  -0.0015
O  0.2548  7.6448  20.5089  0.0062  -0.0046  -0.0002
O  9.7341  2.6326  14.6227  -0.0034  -0.0005  0.0022
O  2.0268  10.5984  13.2091  0.0006  0.0004  -0.0004
O  10.0263  9.1219  16.1315  0.0016  -0.0011  -0.0009
O  6.1517  10.3402  13.7612  0.0004  0.0009  -0.0007
O  7.4384  1.602  14.0751  0.0015  0.0009  0.0006
O  1.6767  4.0854  20.1269  -0.0026  -0.0013  0.0026
O  5.8005  5.7475  14.9998  -0.0001  -0.0002  -0.0001
O  7.4305  9.0256  15.6865  -0.0013  0.0006  -0.0002
O  1.5038  1.6765  11.603  -0.0011  0.001  -0.0012
O  7.1511  8.2879  10.3912  0.0003  0.0002  -0.0016
O  4.246  1.8783  17.4453  0.0014  -0.0006  0.0025
O  7.0694  3.1628  10.2884  0.0005  0.0003  -0.0016
O  11.6001  6.9928  16.4126  0.0003  -0.0008  0.0006
O  8.3954  10.2316  17.8394  0.0001  0.0016  -0.0009
O  3.2748  8.5383  10.1013  0.0002  0.0002  -0.0012
O  7.5347  3.8479  15.4768  0.0017  -0.0016  0.0001
O  3.1596  4.3123  17.9558  0.0026  -0.0019  0.0015
O  2.9467  3.9381  13.5932  -0.0002  -0.0005  0.0002
O  1.3503  8.2243  12.4185  0.0002  -0.0009  -0.0004
O  1.2005  5.7121  13.0824  -0.0001  0  -0.0005
O  5.0497  8.2986  14.9216  0.0001  0.0003  -0.0004
O  11.2509  2.4395  20.3078  0.0001  0.0031  0.0043
O  11.0006  10.012  12.7674  -0.001  0.0001  -0.0011
O  5.3664  3.5488  12.3982  0.0006  -0.0003  -0.0014
O  5.0174  3.1497  14.9601  0.0005  -0.0005  -0.0003
O  6.5103  4.7116  20.4039  -0.0021  0.005  0.0017
O  8.403  1.6064  16.6113  -0.0006  0.0027  -0.005
O  10.4081  1.2504  11.4596  0.0005  0.0003  -0.0009
O  10.8814  6.6428  11.6537  0.0007  -0.0003  -0.0014
O  2.4441  9.0617  19.8406  0.0043  0.0003  0.0087
O  1.7276  6.4375  10.5242  0.0005  0.0003  -0.0021
O  7.0599  8.3734  19.8756  -0.0076  0.0052  0.0145
O  8.5132  7.6661  17.7842  0.0008  -0.0012  -0.0012
O  3.6504  6.5084  13.6399  -0.0004  -0.0004  -0.0004
O  9.575  5.0043  13.3483  0.0001  -0.0001  -0.0006
O  4.8455  8.9476  20.9474  0.0034  0.0146  -0.0084
O  10.3467  7.4065  14.15  0.0004  -0.0003  -0.0002
O  8.6813  6.3002  20.0353  -0.0004  -0.0028  0.0018
O  7.1038  5.707  10.696  -0.0002  0.0008  -0.001
O  5.327  10.5679  16.3807  0.0001  -0.0004  -0.0015
O  9.0935  1.3276  19.2091  0.0026  0.0012  0.0035
O  11.5825  3.1586  10.1685  -0.0007  -0.0001  -0.001
O  9.6592  8.8177  19.9576  0.0019  -0.002  0.0033

Results
free energy: -144146.687 eV
free energy less fixed offsets of B -154.04, O -568.88, Si -635.61 eV per atom: 5.613 eV

The program warned: the cutoff lies below the one the program advises for these potential files; the exchange-correlation potential is rough where the density is thin.
